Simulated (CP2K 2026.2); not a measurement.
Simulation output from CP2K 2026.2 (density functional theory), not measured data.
Periodic cell of 534 atoms, Si358O176, from a study of silicon, its oxide and their interface. The atomic structure is a simulated model.
Doubt: the forces sum to 1.93 eV/angstrom along one axis rather than to zero, so they err by at least 0.0036 eV/angstrom per atom on average; the grid cutoff is modest.

Settings: functional PBE; method Gaussian and plane waves; basis set DZVP-MOLOPT-SR-GTH; pseudopotentials GTH-PBE; grid cutoff 400 Ry, relative cutoff 50 Ry; k points Gamma only; occupations fixed; spin none; net charge 0.

Cell vectors (angstrom)
a 16.4025 0 0
b 0 16.4025 0
c 0 0 35.2414

Atoms and the computed forces on them: element, x, y, z (angstrom), force x, y, z (eV/angstrom)
Si -0.328 0.207 -0.229 -0.087 0.203 0.103
Si 2.911 2.529 -0.07 0.144 -0.127 0.151
Si -0.066 5.435 -0.085 0.04 0.008 0.62
Si 2.695 8.464 -0.293 -0.13 -0.128 0.346
Si 0.309 10.54 -0.269 -0.035 0.112 0.461
Si 2.781 13.235 0.119 -0.368 -0.01 0.353
Si 6.398 -0.599 -0.337 0.459 0.123 0.054
Si 8.36 3.037 -0.004 -0.142 -0.115 0.288
Si 5.984 5.072 -0.021 0.115 -0.233 0
Si 8.389 7.957 -0.077 0.152 0.075 -0.143
Si 5.352 11.521 -0.448 0.284 0.12 0.498
Si 8.402 13.494 0.487 0.137 -0.364 -0.037
Si 11.073 -0.488 -0.184 -0.208 0.074 0.369
Si 13.697 2.249 -0.074 0.138 0.054 0.256
Si 10.539 5.675 -0.023 0.248 0.174 0.112
Si 13.976 7.534 -0.312 -0.222 0.196 0.399
Si 10.539 11.205 0.047 -0.174 0.179 -0.004
Si 13.46 13.887 -0.162 -0.068 -0.041 0.014
Si 1.362 1.247 1.184 -0.062 -0.081 -0.161
Si 4.28 3.948 1.227 0.089 0.053 -0.236
Si 1.587 6.748 1.12 -0.015 -0.022 -0.448
Si 4.254 9.681 1.035 -0.123 -0.099 -0.415
Si 1.313 11.986 1.358 -0.013 -0.008 -0.152
Si 3.966 14.746 1.441 -0.046 -0.172 0.188
Si 7.155 1.223 1.085 -0.062 0.227 -0.219
Si 9.572 4.206 1.553 0.052 0.001 -0.325
Si 6.92 6.756 1.329 0.064 -0.055 -0.137
Si 9.529 9.523 1.32 -0.163 -0.1 -0.181
Si 6.735 12.224 1.423 0.15 -0.137 -0.31
Si 9.785 14.926 1.564 0.159 0.223 -0.401
Si 12.222 1.107 1.31 -0.012 -0.026 -0.265
Si 15 3.885 1.164 0.038 -0.104 -0.392
Si 12.268 6.763 1.174 -0.175 -0.102 -0.387
Si 15.031 9.414 0.991 0.068 -0.087 -0.46
Si 12.337 12.246 1.181 -0.071 0.177 -0.133
Si 14.996 15.018 1.213 0.097 0.09 -0.104
Si 0.034 2.642 2.579 -0.02 0.027 0.039
Si 2.68 -0.11 2.621 -0.069 0.114 0.065
Si 0.068 8.107 2.459 -0.009 -0.161 0.126
Si 2.899 5.391 2.541 -0.076 0.018 -0.034
Si -0.021 13.571 2.546 -0.032 -0.013 -0.047
Si 2.831 10.789 2.653 0.094 0.092 0.058
Si 5.6 2.528 2.554 0.181 -0.186 -0.14
Si 8.355 -0.023 2.698 -0.144 0.048 0.112
Si 5.475 8.197 2.52 -0.053 0.015 -0.105
Si 8.2 5.51 2.847 0.005 0.05 0.164
Si 5.442 13.567 2.823 -0.087 0.088 0.138
Si 8.132 10.799 2.71 -0.14 0.027 0.088
Si 10.974 2.662 2.661 0.053 -0.042 -0.042
Si 13.678 -0.113 2.716 -0.101 -0.042 0.017
Si 10.99 8.191 2.612 0.052 -0.061 -0.032
Si 13.652 5.338 2.511 0.068 0.029 0.233
Si 11.106 13.515 2.789 0.136 -0.051 0.129
Si 13.728 10.836 2.466 0.069 -0.077 -0.138
Si 1.429 4.062 3.894 -0.021 -0.065 0.029
Si 4.122 1.265 3.948 0.028 0.067 -0.048
Si 1.394 9.444 3.962 -0.02 -0.105 -0.151
Si 4.145 6.813 3.938 0.03 -0.073 0.041
Si 1.318 14.937 3.979 0.061 -0.063 0.017
Si 4.073 12.19 4.118 0.002 -0.041 -0.086
Si 6.832 3.995 4.025 -0.031 0.046 -0.02
Si 9.625 1.363 4.094 -0.052 -0.076 -0.049
Si 6.784 9.451 4.057 0.158 0.111 -0.078
Si 9.646 6.867 4.081 -0.052 -0.083 -0.044
Si 6.892 15.011 4.043 -0.005 0.011 -0.184
Si 9.572 12.196 4.039 0.01 0.036 -0.132
Si 12.344 4.035 4.003 0.057 0.028 -0.091
Si 15.059 1.322 4.007 0.041 -0.051 -0.058
Si 12.373 9.549 3.942 -0.063 -0.065 0.062
Si 15.067 6.737 3.876 0.006 0.155 -0.214
Si 12.377 14.945 4.145 0.087 -0.112 -0.082
Si 15.03 12.21 3.925 0.045 0.078 -0.018
Si -0.008 0.004 10.847 -0.02 0.036 -0.01
Si 2.715 2.742 10.849 -0.015 0.017 -0.006
Si -0.005 5.479 10.827 -0.011 -0.01 -0.005
Si 2.72 8.21 10.834 -0.04 0.033 0
Si 0.004 10.92 10.842 -0.026 -0.01 0
Si 2.736 13.662 10.839 -0.004 0.014 0.011
Si 5.452 -0.004 10.829 -0.004 -0.01 -0.003
Si 8.183 2.731 10.834 -0.01 -0.013 0.008
Si 5.444 5.472 10.848 -0.013 0.023 0.001
Si 8.192 8.212 10.853 0.001 0.014 0.006
Si 5.453 10.937 10.828 -0.015 0.006 0.002
Si 8.175 13.669 10.833 -0.004 0.021 0.012
Si 10.913 0 10.82 -0.023 0.027 -0.005
Si 13.66 2.748 10.83 -0.033 0.022 -0.003
Si 10.932 5.47 10.845 -0.012 -0.004 0.002
Si 13.674 8.191 10.839 -0.02 -0.009 0
Si 10.934 10.935 10.846 -0.021 0.019 -0.007
Si 13.663 13.659 10.855 -0.014 0.009 0.012
Si 1.335 1.394 12.218 -0.022 -0.061 0.002
Si 4.061 4.132 12.221 -0.008 -0.057 0.017
Si 1.336 6.869 12.197 0.053 -0.013 -0.012
Si 4.075 9.595 12.201 0.025 -0.017 -0.009
Si 1.368 12.299 12.207 0.01 0.033 -0.007
Si 4.092 15.042 12.207 0.035 0.038 -0.009
Si 6.802 1.375 12.197 0.032 0.025 -0.004
Si 9.534 4.116 12.199 0.009 -0.007 -0.004
Si 6.79 6.868 12.212 0.015 -0.039 0.011
Si 9.546 9.603 12.221 0.011 -0.01 0.007
Si 6.795 12.321 12.205 0.009 -0.017 -0.006
Si 9.524 15.061 12.186 0.036 -0.001 -0.009
Si 12.257 1.393 12.177 0.007 -0.059 -0.025
Si 15.009 4.142 12.192 0.01 -0.004 -0.004
Si 12.282 6.859 12.211 0.044 0.008 -0.003
Si 15.032 9.567 12.204 -0.002 0.029 -0.015
Si 12.277 12.315 12.226 -0.008 -0.012 0.014
Si 15.016 15.051 12.218 0.019 -0.006 0.002
Si -0.037 2.795 13.567 0.036 -0.006 0.023
Si 2.721 0.02 13.553 -0.019 0 -0.007
Si -0.009 8.23 13.594 -0.055 -0.007 0.012
Si 2.701 5.54 13.575 -0.066 0.035 -0.003
Si 0.001 13.674 13.56 -0.027 0.007 -0.006
Si 2.738 10.96 13.601 -0.01 -0.025 0.004
Si 5.436 2.751 13.558 0.028 -0.026 -0.011
Si 8.15 0.004 13.572 0.004 0.029 0.038
Si 5.428 8.255 13.588 -0.024 0.062 -0.006
Si 8.163 5.498 13.556 -0.003 0.016 -0.042
Si 5.442 13.682 13.602 -0.025 0.009 0.006
Si 8.167 10.985 13.579 0.015 -0.002 0.002
Si 10.879 2.734 13.566 0.011 0.009 0.034
Si 13.62 0.047 13.547 -0.058 0.096 0
Si 10.921 8.242 13.578 -0.023 0.005 -0.002
Si 13.654 5.51 13.577 -0.052 -0.027 0.009
Si 10.885 13.716 13.557 -0.058 0.055 -0.016
Si 13.662 10.93 13.56 0.039 -0.041 -0.013
Si 1.299 4.214 14.927 -0.041 -0.006 -0.014
Si 4.061 1.402 14.925 -0.043 -0.013 -0.029
Si 1.375 9.589 14.961 0.037 0.026 0.048
Si 4.038 6.925 14.967 0.047 -0.032 0.088
Si 1.375 15.045 14.918 0.055 0.076 0.001
Si 4.074 12.342 15.003 0.06 0.022 0.089
Si 6.781 4.143 14.915 -0.011 -0.002 0.055
Si 9.483 1.382 14.951 -0.004 -0.009 0.047
Si 6.781 9.649 14.953 -0.022 -0.036 0.025
Si 9.504 6.899 14.907 0.008 -0.042 -0.033
Si 6.8 15.051 14.976 0.039 0.034 0.081
Si 9.499 12.395 14.941 0.045 -0.055 0.04
Si 12.25 4.133 14.892 0.033 0.027 0.008
Si 14.956 1.449 14.909 -0.065 -0.129 -0.043
Si 12.295 9.603 14.96 0.003 0.015 0.04
Si 14.993 6.902 14.969 0.059 0.04 0.069
Si 12.228 15.111 14.912 0.018 -0.015 0.019
Si 15.033 12.295 14.904 -0.01 0.017 -0.022
Si -0.02 0.069 16.16 -0.069 0.04 0.027
Si 2.741 2.893 16.209 0.001 -0.11 0.021
Si -0.061 5.56 16.366 0.046 -0.009 0.039
Si 2.708 8.28 16.425 -0.038 0.032 0.15
Si 0.008 10.958 16.301 -0.095 -0.073 0.011
Si 2.681 13.693 16.391 0.022 -0.01 0.019
Si 5.357 -0.021 16.307 0.073 0.045 0.039
Si 8.073 2.746 16.308 -0.098 -0.016 0.057
Si 5.447 5.562 16.275 -0.045 -0.061 -0.004
Si 8.16 8.287 16.276 0.053 0.024 0.127
Si 5.482 11.028 16.404 -0.068 -0.031 0.082
Si 8.161 13.722 16.415 -0.053 0.069 0.04
Si 10.842 0.03 16.347 -0.032 0.038 0.004
Si 13.594 2.819 16.315 -0.105 0.067 0.005
Si 10.846 5.486 16.214 0.056 0.034 0.081
Si 13.625 8.237 16.391 0.029 -0.043 0.104
Si 10.939 11.066 16.233 -0.115 0.106 0.036
Si 13.643 13.712 16.163 0.028 -0.031 0.106
Si 1.278 1.566 17.431 -0.029 0.036 -0.335
Si 4.07 4.242 17.657 0 -0.013 -0.014
Si 1.306 6.896 17.814 -0.107 0.097 0.016
Si 4.102 9.702 17.803 0.071 -0.049 -0.019
Si 1.294 12.305 17.75 0.051 -0.041 0.006
Si 4.042 15.053 17.787 0.131 -0.041 0.055
Si 6.613 1.406 17.676 -0.03 0.086 -0.061
Si 9.458 4.166 17.591 0.043 0.021 -0.093
Si 6.787 6.927 17.667 -0.025 0.166 -0.064
Si 9.541 9.742 17.547 -0.105 -0.059 -0.145
Si 6.801 12.404 17.877 0.013 -0.069 0.126
Si 9.5 15.099 17.817 -0.037 -0.045 0.097
Si 12.18 1.468 17.654 -0.095 0.164 0.081
Si 14.884 4.248 17.722 -0.063 0.099 -0.072
Si 12.161 6.793 17.662 -0.037 -0.123 -0.11
Si 15.067 9.648 17.723 0.108 -0.079 0.009
Si 12.286 12.461 17.616 -0.092 0.155 -0.029
Si 15.067 15.023 17.472 0.005 -0.045 -0.208
Si 0.039 2.966 18.876 -0.022 -0.183 0.258
Si 2.548 0.202 18.763 -0.062 0.023 0.363
Si -0.123 8.235 19.248 0.095 -0.046 0.256
Si 2.827 5.604 19.144 -0.076 0.123 0.259
Si -0.115 13.691 19.024 -0.084 0.108 0.245
Si 2.656 11.01 19.209 0.051 -0.202 0.098
Si 5.249 2.808 19.086 -0.066 -0.048 0.243
Si 7.928 0.053 19.052 0.111 -0.13 0.128
Si 5.568 8.347 19.129 -0.119 -0.063 0.075
Si 8.056 5.457 18.975 0.187 -0.119 0.096
Si 5.313 13.65 19.375 -0.084 0.036 0.206
Si 8.35 11.041 19.132 0.235 0.221 0.075
Si 10.69 2.816 19.051 0.128 -0.158 -0.054
Si 13.755 0.076 18.685 -0.01 0.107 0.318
Si 10.866 8.35 18.837 -0.287 -0.088 0.315
Si 13.389 5.456 19.198 -0.013 0.012 0.119
Si 11.044 13.825 19.194 0.065 -0.07 0.191
Si 13.674 11.115 18.937 0.058 0.058 0.218
Si 1.431 4.17 20.39 0.144 -0.08 0.095
Si 3.391 1.813 20.259 0.236 0.042 -0.074
Si 1.713 9.265 20.51 -0.336 -0.003 -0.169
Si 4.112 7.135 20.567 0.078 0.122 -0.124
Si 1.04 15.422 20.078 0.009 0.105 0.071
Si 3.891 12.197 20.88 0.023 0.156 -0.45
Si 6.917 3.95 20.321 -0.208 -0.223 0.136
Si 9.031 1.678 20.295 -0.09 -0.128 0.153
Si 7.346 9.336 20.364 -0.182 0.054 0.085
Si 9.185 7.82 20.441 0.494 0.099 0.103
Si 6.749 15.076 20.623 -0.118 0.049 -0.115
Si 10.218 11.936 20.49 0.165 -0.208 -0.072
Si 11.944 4.019 20.63 -0.031 0.235 -0.173
Si 15.357 1.226 19.955 0.029 0.066 0.14
Si 12.321 9.628 20.088 0.031 -0.039 0.191
Si 14.347 7.219 20.473 -0.015 0.382 -0.078
Si 12.737 15.214 20.348 0.101 0.241 -0.016
Si 14.608 12.717 20.443 0.073 -0.144 0.097
Si 4.646 0.039 22.6 -0.058 0.114 0.064
Si 4.806 1.946 25.047 -0.096 0.123 0.245
Si -0.204 6.034 22.545 0.078 -0.192 -0.02
Si -5.979 6.157 27.475 0.047 -0.119 -0.131
Si -1.55 11.263 23.325 -0.095 0.151 0.297
Si 4.923 16.583 27.62 0.028 -0.119 0.077
Si 2.47 -2.089 22.739 -0.183 0.045 0.14
Si 9.636 0.224 23.089 -0.134 0.247 0.327
Si 6.186 6.007 22.691 0.089 -0.027 0.06
Si 8.989 7.428 23.334 0.125 0.069 0.267
Si 5.747 10.529 22.74 0.105 0.053 0.198
Si 9.017 13.812 22.5 -0.192 -0.089 0.221
Si 13.277 1.465 21.992 0.036 -0.1 -0.006
Si 11.078 5.178 23.347 0.004 -0.133 0.098
Si 16.73 5.369 25.496 0.052 0.002 0.346
Si 9.342 9.984 25.266 0.163 0.05 0.162
Si 8.807 10.088 28.447 0.013 0.129 -0.112
Si 2.448 1.428 28.608 0.054 0.06 -0.087
Si 6.372 4.563 25.468 0.1 -0.086 0.141
Si 0.437 9.051 23.111 0.002 0.175 0.254
Si 0.163 9.624 27.728 0.045 0.119 0.031
Si -3.872 13.502 27.08 -0.049 0.003 0.04
Si 0.716 12.96 24.888 0.029 -0.119 0.124
Si 7.757 -0.315 25.351 0.149 -0.033 0.222
Si 14.292 -0.434 27.25 -0.073 0.104 0.015
Si 4.484 5.514 27.809 -0.032 -0.055 -0.078
Si 7.316 12.323 24.552 0.036 -0.166 0.41
Si 3.271 12.246 26.046 0.103 0.021 0.071
Si 10.91 2.329 24.888 -0.087 0.127 0.268
Si 14.464 3.901 26.736 -0.009 -0.061 0.136
Si 12.777 6.155 25.561 -0.042 -0.028 0.151
Si 12.415 10.924 25.225 -0.105 -0.075 0.189
Si 5.661 14.172 26.067 -0.021 -0.083 0.306
Si 13.955 18.299 29.088 -0.043 0.08 -0.041
Si 2.971 3.028 31.089 0.256 0.006 -0.347
Si -0.222 0.154 29.323 -0.009 0.043 -0.043
Si -1.879 8.594 29.525 -0.072 -0.008 -0.053
Si 2.542 3.456 26.31 0.13 -0.056 0.162
Si -2.426 8.591 26.629 -0.047 0.054 0.044
Si 1.016 12.674 27.803 0.033 0.004 -0.005
Si 9.792 0.452 29.521 -0.009 0.038 -0.2
Si 8.907 3.663 26.685 0.06 -0.012 0.103
Si 6.225 10.344 30.07 0.013 0.014 -0.292
Si 8.204 7.314 28.49 -0.006 0.074 -0.056
Si 9.995 14.787 27.134 -0.136 0.083 0.065
Si 4.531 9.416 25.375 -0.143 0.146 0.237
Si 7.42 1.458 27.994 0.124 0.174 0.069
Si 13.726 1.547 25.155 -0.13 -0.011 0.348
Si 8.113 5.758 30.974 0.041 -0.158 -0.141
Si 15.079 12.274 32.828 0.005 -0.055 0.002
Si 9.164 13.013 31.623 0.041 0.138 -0.12
Si 13.052 10.281 31.444 0.071 0.062 -0.446
Si 1.623 4.504 33.106 -0.157 -0.208 -0.462
Si 1.603 -1.358 33.161 -0.07 0.067 -0.071
Si 5.267 8.33 28.036 0.016 0.056 0.023
Si 5.238 4.996 30.87 0.167 -0.208 -0.215
Si 3.798 17.2 32.877 -0.237 0.33 -0.434
Si 6.161 12.681 31.9 0.121 -0.051 -0.204
Si 10.412 -3.795 28.903 -0.083 -0.129 -0.149
Si 11.056 3.219 33.561 -0.007 0.16 0.164
Si 7.985 8.654 32.22 0.119 -0.017 -0.224
Si 10.395 10.409 32.379 0.02 0.004 -0.295
Si 1.772 8.25 25.725 0.093 -0.059 0.209
Si 6.218 15.715 32.637 0.047 -0.324 -0.076
Si 13.293 7.36 31.91 -0.119 0.032 -0.313
Si 20.502 6.497 33.102 0.254 -0.051 -0.236
Si 11.04 5.66 30.424 -0.134 -0.072 -0.269
Si 11.51 2.732 30.491 0.053 0.05 -0.367
Si 9.367 15.798 32.431 0.187 -0.12 -0.126
Si 16.635 13.979 30.665 -0.11 0.143 -0.374
O 1.441 -1.983 31.662 0.347 0.246 0.199
O 0.336 -0.412 33.617 -0.113 -0.056 -0.231
O 1.838 3.263 34.144 -0.137 0.096 0.115
O 4.023 1.671 34.249 -0.09 -0.118 0.304
O -1.108 6.677 35.369 -0.063 0.117 -0.085
O 0.188 5.168 33.521 -0.059 -0.084 0.144
O 4.613 6.376 31.535 -0.282 0.352 0.345
O 3.59 7.971 33.604 0.24 -0.119 0.094
O -0.214 11.415 33.669 -0.055 -0.073 0.018
O 1.453 9.459 34.395 0.217 -0.15 0.282
O 3.964 12.395 34.571 -0.097 -0.153 0.099
O 1.726 13.851 34.255 -0.178 0.153 -0.098
O 0.791 -2.971 29.224 0.159 0.262 0.057
O 5.189 0.472 32.083 -0.182 0.112 -0.138
O 10.053 -0.149 31.01 0.113 -0.2 0.16
O 9.636 2.661 34.209 -0.208 -0.213 -0.099
O 5.361 5.93 33.964 -0.189 0.022 -0.236
O 7.166 4.039 34.568 -0.206 -0.116 0.558
O 7.675 8.717 33.837 0.088 -0.232 0.452
O 9.574 9.045 32.022 0.198 -0.131 0.083
O 7.605 13.047 31.21 0.096 -0.08 0.096
O 6.136 11.822 33.324 0.059 -0.338 0.319
O 7.55 14.572 34.792 -0.346 0.329 -0.124
O 5.606 14.22 32.128 -0.203 0.262 0.326
O 9.573 -2.205 32.649 0.137 -0.209 -0.062
O 10.158 0.013 33.739 0.183 -0.026 0.17
O 14.88 1.276 34.465 0.101 -0.094 0.383
O 12.549 2.709 34.052 -0.113 -0.04 -0.283
O 9.485 6.817 34.585 0.114 -0.001 0.413
O 11.075 4.827 33.898 0.046 0.086 -0.109
O 13.849 6.913 33.363 0.124 -0.045 0.416
O 12.063 6.441 31.404 0.011 0.065 0.28
O 9.398 12.387 34.935 0.147 -0.104 0.096
O 11.022 10.445 33.886 -0.001 -0.104 0.106
O 14.377 13.401 33.779 -0.136 -0.058 -0.032
O 12.256 14.887 34.473 0.119 0.009 0.3
O 2.389 2.939 21.017 0.11 0.002 -0.418
O 0.679 4.972 21.647 -0.203 0.207 -0.119
O 1.277 -2.277 23.873 0.263 0.084 -0.168
O 3.824 0.814 21.454 0.186 -0.08 0.2
O 1.22 9.916 21.965 0.211 0.126 -0.327
O -3.55 9.622 26.099 0.126 -0.195 0.092
O 4.88 6.752 22.014 -0.133 -0.071 -0.085
O 2.885 8.173 20.984 -0.206 0.263 -0.414
O 4.621 17.166 26.139 -0.167 -0.109 -0.227
O 1.79 14.964 21.442 0.207 -0.075 0.066
O 4.669 10.911 21.576 -0.004 -0.056 -0.183
O 5.863 17.66 28.426 -0.039 -0.095 -0.013
O 6.495 4.772 21.683 -0.145 -0.294 0.039
O 7.969 2.803 20.91 -0.087 -0.095 -0.577
O 9.576 0.931 21.649 0.25 -0.106 -0.197
O 10.011 -1.346 22.857 0.151 -0.067 -0.318
O 6.988 9.83 21.946 -0.082 -0.009 -0.199
O 8.861 6.209 20.254 -0.224 0.08 -0.555
O 9.757 6.043 23.742 -0.082 0.123 -0.017
O 9.722 8.022 22 0.132 0.255 -0.177
O 7.98 14.203 21.302 -0.205 -0.239 -0.285
O 5.97 15.792 21.904 0.263 -0.041 -0.191
O 9.826 12.497 22.002 0.146 -0.127 0.13
O 8.235 13.468 23.878 0.016 0.173 0.048
O 11.268 5.076 21.726 -0.097 0.072 -0.339
O 12.319 2.718 21.582 -0.158 -0.102 0.211
O 14.686 1.875 21.3 -0.247 0.275 -0.198
O 16.321 0.082 20.66 0.015 -0.022 -0.66
O 13.28 8.48 20.927 0.233 -0.191 -0.444
O 11.303 10.7 20.922 -0.11 0.155 -0.366
O 15.973 5.44 24.051 0.013 -0.133 -0.164
O 14.765 6.354 21.838 -0.156 -0.018 0.137
O 12.615 16.423 21.532 0.023 -0.327 0.069
O 10.756 17.403 23.967 -0.028 -0.367 -0.032
O 14.969 11.924 21.847 0.112 -0.068 -0.201
O 13.687 14.001 20.991 0.03 0.045 -0.489
O 3.481 2.884 25.105 -0.042 -0.115 0.009
O -2.25 3.269 28.211 0.085 0.134 0.126
O 6.031 2.969 25.367 0.085 -0.234 0.018
O 5.087 1.203 23.647 0.102 0.125 -0.041
O 0.528 7.492 22.648 0.042 -0.175 0.063
O -0.713 4.99 26.713 -0.041 0.184 -0.044
O -1.049 9.708 23.252 -0.188 -0.331 -0.119
O 1.143 6.751 25.797 0.045 -0.105 -0.218
O 1.085 9.171 24.586 -0.271 0.256 -0.288
O -3.097 11.142 23.868 -0.077 0.119 -0.206
O -0.59 12.178 24.312 0.053 -0.064 -0.023
O 3.67 15.304 23.269 0.154 0.123 -0.096
O 5.496 -1.372 27.481 -0.044 -0.116 0.112
O 3.139 -3.484 22.179 -0.035 -0.176 -0.074
O 8.222 0.322 23.931 -0.196 0.075 -0.298
O 13.421 0.623 28.181 -0.001 0.027 -0.042
O 5.855 5.369 24.156 -0.241 0.089 -0.207
O 5.699 5.289 26.754 0.053 0.022 -0.057
O 9.152 8.548 24.517 0.026 -0.304 -0.069
O 7.44 7.045 22.938 -0.098 0.16 -0.216
O -0.98 9.343 26.587 -0.072 0.106 -0.018
O 5.176 9.506 23.887 -0.054 -0.015 -0.033
O 6.133 11.933 23.493 0.034 0.043 -0.14
O 3.356 8.282 25.366 0.098 -0.125 -0.022
O 14.149 0.066 25.706 0.043 0.105 -0.199
O 13.644 1.46 23.562 -0.208 0.092 -0.144
O 12.381 5.924 24.003 0.187 -0.14 -0.289
O 10.95 3.693 24.008 0.017 -0.004 -0.268
O 13.16 4.739 26.252 -0.138 0.095 0.087
O 13.965 7.271 25.667 0.013 0.06 -0.028
O 6.69 12.877 25.982 0.106 0.007 -0.165
O 8.195 10.99 24.738 -0.108 0.016 -0.424
O 11.973 12.89 28.502 0.046 -0.211 -0.026
O 9.011 9.842 26.855 0.106 -0.083 -0.177
O 2.827 1.63 31.882 -0.111 -0.091 0.274
O 2.028 2.175 27.21 0.082 -0.025 -0.062
O 3.226 4.617 27.261 -0.173 -0.093 -0.074
O 4.987 5.001 29.267 0.262 0.03 0.316
O -5.507 6.488 29.012 0.174 0.017 0.33
O -4.893 6.721 26.417 -0.197 0.151 0.07
O 8.187 5.96 29.368 0.138 0.087 -0.078
O 1.556 8.979 27.182 0.091 -0.033 -0.123
O -7.494 8.626 29.175 0.131 -0.148 0.258
O -3.632 12.259 26.086 0.295 0.003 0.076
O 4.963 15.404 35.552 0.09 0.341 -0.031
O 0.406 13.436 26.451 0.039 0.209 -0.176
O 7.5 0.784 26.515 -0.099 -0.024 -0.27
O 10.308 -0.523 28.313 0.259 0.182 0.045
O 8.221 0.706 29.188 -0.201 0.011 0.234
O 12.99 2.083 30.374 -0.055 -0.103 0.001
O 4.135 7.127 27.975 -0.193 0.134 0.095
O 5.548 8.943 26.55 0.192 -0.013 -0.126
O 4.187 13.564 25.681 -0.055 -0.042 0.052
O 10.812 10.672 24.97 0.22 -0.048 -0.204
O 6.369 15.255 25.052 0.148 0.081 -0.316
O 2.032 11.988 25.014 0.074 -0.201 -0.016
O 14.793 2.671 25.697 -0.016 0.017 -0.089
O 11.423 -1.905 26.404 -0.113 0.2 0.045
O 17.755 4.126 25.462 -0.069 -0.183 -0.298
O 12.271 2.043 25.735 0.116 0.079 -0.009
O 12.782 8.873 32.207 0.08 -0.104 0.435
O 9.039 6.965 27.145 -0.171 0.069 0.177
O 15.831 16.1 27.785 -0.014 -0.234 0.023
O 13.712 8.118 28.179 -0.145 -0.019 0.031
O 15.785 15.34 30.333 -0.04 -0.086 0.245
O 8.945 15.175 25.985 -0.089 -0.021 -0.111
O 13.852 14.403 27.373 0.178 0.028 0.095
O 10.039 11.031 28.911 0.054 -0.026 0.007
O 1.721 3.995 31.548 -0.103 0.301 0.393
O 2.814 5.554 33.369 -0.147 0.207 0.161
O 3.007 -0.561 33.244 0.238 -0.241 0.177
O 4.409 3.719 31.474 0.06 -0.168 0.316
O -0.321 8.907 29.124 -0.083 0.045 0.06
O -2.574 9.996 30.038 0.053 0.14 -0.001
O 2.942 2.694 29.509 0.162 0.28 0.273
O 6.653 7.59 28.319 0.005 -0.063 -0.076
O 1.316 16.994 29.392 0.004 -0.291 -0.056
O 3.528 16.621 28.427 -0.045 0.068 -0.001
O 0.302 11.218 27.962 0.061 -0.015 0.207
O 4.128 10.896 25.917 -0.06 0.066 0.212
O 7.945 2.998 27.841 0.101 0.071 -0.096
O 10.114 4.565 27.307 -0.062 0.067 0.173
O 9.652 2.435 25.91 0.068 0.001 0.036
O 9.465 -3.018 27.806 -0.103 -0.137 0.127
O 5.092 9.444 29.247 -0.188 -0.082 0.108
O 6.834 4.761 31.234 -0.155 -0.001 0.233
O 7.994 4.578 25.685 -0.055 0.28 0
O 7.771 7.119 31.762 0.019 0.153 0.047
O 5.507 11.673 30.742 -0.193 -0.072 0.221
O 2.632 12.488 27.542 -0.051 -0.202 0.125
O 9.292 11.574 32.312 -0.413 -0.108 -0.008
O 6.954 9.547 31.313 0.131 -0.127 0.384
O 10.96 2.764 32.006 -0.031 0.061 0.185
O 10.532 1.903 29.479 -0.016 0.009 -0.078
O 15.38 1.499 29.747 0.1 -0.115 0.127
O 11.533 -5.573 31.27 0.056 -0.066 -0.067
O 7.372 10.735 28.931 0.058 0.189 0.221
O 9.663 5.326 31.283 0.102 0.075 0.126
O 11.672 4.249 29.952 -0.121 0.024 -0.145
O 14.428 7.466 30.712 0.083 -0.056 0.015
O 10.137 13.246 30.352 0.099 0.137 0.215
O 7.769 16.112 32.208 0.067 0.011 0.098
O 13.897 11.27 32.377 -0.122 -0.13 0.231
O 15.713 12.894 31.452 -0.048 -0.217 0.262
Si 0.004 -0.063 5.373 -0.055 -0.018 -0.059
Si 2.765 2.69 5.309 0.01 0 -0.09
Si 0.037 5.407 5.288 -0.024 0.039 -0.053
Si 2.754 8.115 5.352 -0.078 -0.002 -0.025
Si 0.019 10.867 5.303 0.09 0.037 -0.038
Si 2.694 13.613 5.388 -0.032 -0.007 0.018
Si 5.473 -0.05 5.375 -0.016 -0.004 0.01
Si 8.219 2.707 5.429 0.01 0.014 -0.031
Si 5.47 5.423 5.347 0.012 -0.017 -0.02
Si 8.215 8.165 5.425 -0.003 0.024 0.036
Si 5.471 10.848 5.437 -0.09 -0.025 -0.011
Si 8.237 13.615 5.396 0.009 0.03 -0.04
Si 10.972 -0.048 5.427 0.017 0.037 -0.011
Si 13.704 2.69 5.381 0.006 0.022 -0.021
Si 10.983 5.427 5.379 -0.023 -0.013 -0.005
Si 13.721 8.14 5.291 0.033 -0.037 -0.056
Si 10.976 10.859 5.379 -0.004 -0.033 -0.066
Si 13.742 13.555 5.422 -0.063 0.06 0
Si 1.382 1.338 6.703 0.037 -0.029 -0.015
Si 4.089 4.072 6.716 -0.037 0.044 -0.016
Si 1.364 6.775 6.702 0.035 -0.029 0.027
Si 4.078 9.495 6.758 0.047 0.02 0.019
Si 1.334 12.244 6.737 -0.003 0.037 -0.034
Si 4.081 14.998 6.73 0.036 -0.011 0.004
Si 6.822 1.335 6.751 -0.008 0.007 0.019
Si 9.585 4.097 6.762 -0.009 0.002 -0.025
Si 6.83 6.783 6.748 0.096 -0.084 -0.018
Si 9.586 9.539 6.768 -0.018 0.008 -0.007
Si 6.841 12.261 6.751 0.037 0.003 0.011
Si 9.585 14.996 6.769 -0.029 -0.006 -0.006
Si 12.328 1.344 6.765 0.014 -0.031 -0.008
Si 15.07 4.082 6.708 0.018 -0.045 0.01
Si 12.344 6.817 6.715 0.019 -0.012 -0.002
Si 15.054 9.52 6.691 -0.023 -0.038 -0.012
Si 12.319 12.237 6.76 -0.005 0.03 0.01
Si 15.057 14.986 6.766 0.08 -0.059 0.012
Si 0.017 2.711 8.084 -0.03 0.021 -0.008
Si 2.731 -0.017 8.099 -0.008 0.017 0
Si 0.011 8.166 8.072 0.001 0.032 -0.027
Si 2.725 5.437 8.093 -0.032 -0.029 -0.006
Si 0.009 13.628 8.131 -0.016 0.036 0.024
Si 2.719 10.897 8.096 -0.021 -0.01 0.002
Si 5.453 2.721 8.104 0.033 0.013 -0.01
Si 8.197 -0.026 8.107 -0.021 -0.017 -0.004
Si 5.465 8.157 8.116 -0.042 0.007 0.008
Si 8.204 5.451 8.127 -0.016 0.016 0.03
Si 5.457 13.64 8.094 -0.028 -0.002 -0.012
Si 8.213 10.914 8.122 0.039 0.047 0.007
Si 10.948 2.724 8.112 -0.018 -0.003 0.005
Si 13.686 -0.031 8.12 -0.035 0.014 0.014
Si 10.962 8.169 8.109 -0.053 -0.029 0.002
Si 13.699 5.451 8.084 -0.002 0.034 -0.017
Si 10.955 13.629 8.12 -0.005 0.019 0.001
Si 13.695 10.878 8.105 -0.032 0.004 -0.003
Si 1.355 4.091 9.468 0.026 -0.014 0.002
Si 4.079 1.366 9.475 0 -0.009 -0.001
Si 1.349 9.548 9.458 0.027 0.009 -0.009
Si 4.074 6.816 9.473 0.036 -0.027 0.003
Si 1.363 15.028 9.481 0.017 -0.033 0.002
Si 4.081 12.284 9.455 0.028 0.007 0.004
Si 6.812 4.096 9.479 0.021 -0.017 0.002
Si 9.552 1.366 9.46 0.021 -0.001 -0.002
Si 6.823 9.555 9.472 0.025 -0.011 0.001
Si 9.564 6.835 9.485 0.009 -0.019 0.005
Si 6.811 15.022 9.461 0.029 0.016 0.008
Si 9.562 12.295 9.487 -0.008 -0.013 0.01
Si 12.305 4.113 9.461 0.011 -0.014 -0.003
Si 15.037 1.368 9.47 0.026 -0.049 -0.007
Si 12.305 9.551 9.483 0.035 0.003 -0.006
Si 15.037 6.832 9.456 -0.011 -0.023 -0.008
Si 12.301 15.02 9.483 -0.005 -0.006 0
Si 15.028 12.276 9.487 0.012 0.027 -0.009

Results
total energy: -115457.317 eV
total energy less fixed offsets of O -438.04, Si -107.15 eV per atom: -2.577 eV
